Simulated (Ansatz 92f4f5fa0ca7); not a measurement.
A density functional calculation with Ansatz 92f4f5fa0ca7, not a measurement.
Periodic cell of 226 atoms, Si133O92B1, from a study of silicon, its oxide and their interface. The atomic structure is a simulated model.
Doubt: the cutoff is far below the 930 eV that the study's wrapper takes by default for these files, so forces and energies are approximate.

Settings: functional PBE; potential files Ansatz PAW; basis plane waves; wave-function cutoff 580 eV; density cutoff ratio 5; exchange-correlation grid ratio 1; k mesh 1 x 1 x 1, Gamma-centred; self-consistency stop 5e-08 eV per atom in the density residual; occupations fixed; spin none; net charge -1 e, with a uniform compensating background and no finite-size correction.

Cell vectors (angstrom)
a	10.938	0	0
b	0	10.938	0
c	0	0	31.9494

Atoms: element, x, y, z (angstrom)
Si	10.6234	0.0008	24.4291
Si	5.0759	0.1279	24.6743
Si	2.8186	2.2973	24.546
Si	8.565	2.4401	24.5734
Si	10.707	5.5931	24.3502
Si	5.1568	5.6158	24.4668
Si	2.9818	7.9563	24.4178
Si	8.4143	7.8389	24.4306
Si	1.2903	1.131	25.8554
Si	6.8133	1.3297	25.7615
Si	3.9844	4.0122	25.7539
Si	9.6829	4.0247	25.8666
Si	1.3365	6.7962	25.6934
Si	6.8033	6.7257	25.7673
Si	3.9966	9.4726	25.9695
Si	9.4837	9.4423	25.8214
Si	2.6347	-0.1303	27.3192
Si	8.1465	-0.0621	27.1685
Si	0.0816	2.6609	27.2314
Si	5.457	2.7292	27.1361
Si	2.6708	5.4224	27.1346
Si	8.1954	5.3772	27.1572
Si	0.0182	8.1605	27.1579
Si	5.511	8.1481	27.2014
Si	4.0949	1.339	28.5209
Si	9.546	1.3201	28.5277
Si	1.3996	4.0712	28.5981
Si	6.8131	4.0679	28.5537
Si	4.084	6.7757	28.5095
Si	9.5647	6.7858	28.5014
Si	1.2867	9.4777	28.6769
Si	6.8275	9.5412	28.5946
Si	-0.0425	-0.0152	29.9621
Si	5.4556	-0.0083	29.9282
Si	2.776	2.7232	29.933
Si	8.1889	2.7081	29.9071
Si	-0.0185	5.4401	29.9189
Si	5.4575	5.4512	29.9203
Si	2.7432	8.1496	29.9403
Si	8.2224	8.1769	29.9116
Si	1.3694	1.383	31.2892
Si	6.8306	1.3697	31.2959
Si	4.1178	4.0873	31.312
Si	9.5545	4.0814	31.2927
Si	1.3618	6.8092	31.2991
Si	6.8295	6.8448	31.2848
Si	4.0983	9.5607	31.3001
Si	9.5508	9.5492	31.3153
Si	2.7406	0.0191	0.7095
Si	8.2081	0.0168	0.7056
Si	0.0144	2.7555	0.734
Si	5.49	2.7521	0.7429
Si	2.7402	5.4653	0.7127
Si	8.2125	5.4932	0.7048
Si	0.0186	8.2142	0.731
Si	5.486	8.2276	0.7388
Si	4.1053	1.3861	2.102
Si	9.6076	1.3438	2.0828
Si	1.36	4.1661	2.1114
Si	6.8534	4.1582	2.0883
Si	4.074	6.8612	2.0801
Si	9.59	6.8425	2.1049
Si	1.3769	9.6248	2.0969
Si	6.8708	9.6262	2.097
Si	0.0241	0.0175	3.5339
Si	5.489	0.032	3.4837
Si	2.709	2.7767	3.4362
Si	8.2767	2.7857	3.3601
Si	0.0519	5.5587	3.5517
Si	5.471	5.5493	3.4511
Si	2.7043	8.2363	3.4441
Si	8.2944	8.3132	3.4358
Si	1.3716	1.4561	4.872
Si	6.927	1.4575	4.7406
Si	4.0516	4.1868	4.7712
Si	9.6183	4.0844	4.8092
Si	1.262	7.1183	4.9716
Si	6.8473	7.0092	4.7413
Si	4.1	9.5625	4.8024
Si	9.7634	9.4597	4.9611
Si	2.7233	-0.0202	6.129
Si	8.3342	0.0833	6.083
Si	0.0304	2.8049	6.3522
Si	5.5171	2.8487	6.0509
Si	2.7456	5.6544	6.1369
Si	8.3075	5.6559	5.9432
B	0.0559	8.3114	6.2579
Si	5.5142	8.3129	6.2655
Si	4.3719	1.1989	7.2865
Si	9.8391	1.0846	7.6235
Si	1.1617	4.5878	7.5038
Si	6.7073	4.5391	7.2043
Si	4.3607	6.6678	7.5602
Si	9.8735	6.8912	7.3056
Si	1.1518	9.6767	7.5262
Si	6.7183	10.0266	7.4297
O	9.5869	1.2453	23.9947
O	4.1061	6.8096	23.9635
O	4.011	1.2452	24.0458
O	9.5356	6.7083	23.9125
O	-0.0109	5.7022	7.915
O	5.5573	0.1938	7.8803
O	0.0491	-0.0624	8.0536
O	5.5857	5.581	7.8554
O	7.6712	3.8936	8.3577
O	8.7986	7.2584	8.5636
O	2.1296	9.2779	8.8927
O	8.9508	1.6297	8.9444
O	7.5947	9.6217	8.7697
O	3.5207	1.8772	8.5166
O	3.6379	7.1214	8.9904
O	2.0247	4.0892	8.8378
O	8.1342	3.4914	23.3669
O	0.4493	4.9378	22.966
O	1.9063	2.7524	23.2522
O	5.8275	4.9116	23.1297
O	5.5282	10.004	23.5041
O	2.4359	8.6852	23.0292
O	0.1879	10.0723	23.0906
O	7.7851	8.582	23.0853
Si	8.6563	7.705	18.4359
Si	8.7774	6.3506	13.6219
Si	3.7941	1.5284	14.7005
Si	2.1337	5.7481	17.6178
Si	2.4165	3.1496	19.4977
Si	9.807	9.0257	12.0823
Si	1.3273	9.4204	22.0811
Si	9.1625	0.9633	13.1909
Si	1.4288	5.0477	13.0151
Si	1.7938	8.2494	12.7989
Si	6.6539	9.5629	22.4308
Si	4.5234	4.5959	15.6816
Si	8.2401	2.9839	9.5555
Si	0.8403	8.2513	19.2572
Si	6.9526	1.3564	21.0911
Si	8.2419	8.3839	9.614
Si	10.8881	5.1967	15.598
Si	7.5595	9.4908	16.2958
Si	9.9334	2.066	20.3005
Si	3.1879	8.4573	9.8631
Si	6.6895	3.3605	17.4037
Si	1.1655	0.214	19.8077
Si	3.2299	2.8053	12.2654
Si	7.2133	5.4038	19.687
Si	5.7422	8.6468	11.4708
Si	5.7826	6.0552	13.1629
Si	4.6306	9.7112	17.6143
Si	1.0232	3.6053	22.1837
Si	4.8983	1.49	18.7997
Si	3.1541	3.116	9.4893
Si	6.4422	10.7897	13.7497
Si	10.3422	0.116	15.9624
Si	5.6573	3.6352	11.114
Si	9.8394	3.8939	11.8941
Si	2.3409	9.9226	15.5284
Si	6.0772	8.136	19.7983
Si	6.9303	3.9761	22.3815
Si	9.7518	2.7746	17.365
O	7.1849	6.3635	13.9509
O	1.8811	7.0638	18.6664
O	10.2987	4.0198	16.5129
O	6.16	9.9589	17.0332
O	10.1359	0.7203	14.467
O	8.4452	6.1254	18.8644
O	5.1557	0.6546	14.3843
O	5.7145	2.0662	17.52
O	8.3483	1.9538	20.5539
O	1.9963	4.3057	18.4075
O	6.9612	2.7912	10.5809
O	4.8645	2.6799	12.1728
O	6.0226	4.3973	16.333
O	4.5486	3.9115	9.9092
O	10.6916	2.7827	21.5586
O	9.7147	6.1448	14.9579
O	6.0068	6.5	19.842
O	4.0844	0.1779	18.2731
O	9.2603	10.55	12.2751
O	2.8577	4.3482	12.6859
O	1.9109	10.7026	21.214
O	3.9937	2.725	19.3888
O	0.7264	10.0449	15.9456
O	1.2744	9.8109	18.8358
O	1.7118	1.6701	19.2802
O	8.9313	10.3808	16.4737
O	4.8748	8.5946	18.7884
O	9.5687	8.7513	10.4934
O	6.7381	4.1034	18.85
O	2.8345	1.7126	13.3781
O	5.833	8.7833	21.2645
O	2.5236	2.4513	10.8453
O	7.6065	4.8543	21.1751
O	5.217	7.4521	12.488
O	0.4218	9.055	12.5105
O	7.5658	1.0398	13.5533
O	7.097	9.6149	14.7222
O	8.9766	5.0294	12.6801
O	8.0848	8.0338	16.906
O	6.2112	2.5778	21.902
O	2.4613	9.0624	14.0943
O	0.4235	4.4813	11.8597
O	0.8133	8.3192	20.9312
O	9.3887	3.8224	10.3383
O	9.6418	2.3842	12.5248
O	7.621	8.575	19.3863
O	2.5276	8.177	11.337
O	3.9921	3.047	15.342
O	0.8445	4.4901	14.4319
O	10.0533	3.0014	18.9561
O	9.1286	7.8019	12.9449
O	10.5134	0.5435	20.0845
O	6.0355	5.0084	11.9121
O	8.1508	2.7581	17.0159
O	3.522	5.4686	16.7021
O	4.6325	9.1216	10.3371
O	1.5457	6.6683	13.1649
O	4.756	5.4861	14.3156
O	2.0472	3.861	20.9281
O	10.5351	1.398	16.9574
O	0.9351	6.0688	16.5523
O	7.3409	10.9577	21.9345
O	5.9358	0.9182	19.9132
O	6.0787	9.9922	12.3586
O	2.8455	0.5452	15.5805
O	7.0445	7.9927	10.6833
O	10.2428	8.0243	18.6817
O	3.4397	9.203	16.5704

Results
free energy: -137022.465 eV
free energy less fixed offsets of B -154.04, O -568.88, Si -635.61 eV per atom: 4.665 eV

Forces (eV/angstrom), in the order of the atoms: element, x, y, z
Si	0.0089	0.0591	0.1926
Si	-0.0167	0.0494	0.1844
Si	0.0373	-0.0167	0.1721
Si	0.0017	-0.0509	0.1882
Si	-0.0525	0.0085	0.2095
Si	-0.0461	0.0363	0.1699
Si	0.0186	-0.0335	0.23
Si	0.0191	-0.0624	0.1868
Si	0.0176	-0.0067	0.0293
Si	0.0297	0.0054	-0.0371
Si	0.0035	0.0182	-0.0316
Si	0.0389	0.0051	0.006
Si	0.0274	0.015	-0.0463
Si	0.0045	0.0171	0.0107
Si	-0.0034	-0.002	0.0172
Si	0.0087	0.0119	-0.0295
Si	-0.0367	-0.0229	0.0172
Si	-0.0629	-0.0292	-0.005
Si	0.0062	0.0099	0.0147
Si	0.0141	0.0046	-0.0191
Si	-0.0314	-0.0422	-0.0307
Si	-0.0264	-0.017	-0.0316
Si	-0.024	-0.0081	-0.0134
Si	0.0057	0.004	0.0028
Si	-0.065	-0.071	0.0396
Si	0.0305	0.0469	0.0384
Si	-0.1063	0.0129	-0.0878
Si	-0.0024	0.0099	-0.0205
Si	0.0185	0.0888	0.0608
Si	-0.0452	0.0004	0.0816
Si	0.1187	0.1107	-0.2076
Si	-0.0157	0.0077	-0.0869
Si	-0.0354	0.0671	0.0442
Si	-0.0113	0.0202	0.0046
Si	0.0203	-0.0936	0.0007
Si	0.0456	-0.0261	-0.0068
Si	0.0449	0.0107	0.0041
Si	0.014	0.0096	-0.0025
Si	0.0634	-0.0991	0.0349
Si	0.0276	-0.0499	-0.015
Si	0.0173	-0.0036	0.0005
Si	-0.0293	0.0056	-0.0124
Si	0.0124	0.0364	0.015
Si	-0.0331	-0.0097	-0.0043
Si	-0.0394	0.0213	0.0122
Si	-0.0108	-0.0168	0.0002
Si	-0.0067	0.0329	0
Si	0.022	-0.0211	0.0317
Si	0.0106	0.006	-0.0086
Si	-0.0152	0.0116	-0.0173
Si	-0.0006	0.0027	-0.0036
Si	0.0166	-0.0277	0.0319
Si	0.0054	-0.0248	-0.0154
Si	0.0236	0.0135	-0.0275
Si	0.0215	-0.0146	0.0754
Si	0.0111	-0.0059	0.0185
Si	0.0044	0.0096	-0.005
Si	0.0677	-0.0077	-0.0614
Si	-0.0507	0.0204	-0.0127
Si	-0.0761	0.0485	-0.051
Si	0.036	0.0171	-0.0619
Si	-0.0128	-0.0021	0.0089
Si	-0.0272	0.0566	-0.0555
Si	-0.1043	0.0385	-0.0324
Si	-0.0732	-0.0393	-0.0334
Si	0.0482	-0.0324	-0.0876
Si	0.0719	0.0009	0.0119
Si	-0.0713	-0.0386	0.164
Si	0.0282	-0.0077	-0.0503
Si	0.02	0.0044	-0.0409
Si	0.0246	-0.0542	0.0844
Si	0.0108	-0.0916	0.1074
Si	0.0931	0.0279	0.0079
Si	0.0697	0.0766	-0.0628
Si	-0.0199	-0.0128	-0.053
Si	-0.0277	-0.0249	-0.0495
Si	-0.0124	-0.0024	0.132
Si	-0.0131	0.0121	-0.0554
Si	0.0677	0.0136	-0.0052
Si	-0.0167	0.0546	0.1927
Si	-0.13	-0.0975	0.1695
Si	0.032	-0.0865	-0.1251
Si	-0.0285	0.0095	0.031
Si	0.0089	-0.0122	0.0028
Si	-0.0642	0.0102	-0.0818
Si	0.1093	0.1428	0.1217
B	0.0015	-0.0656	0.569
Si	0.0008	0.0027	-0.0131
Si	-0.0195	-0.0349	-0.167
Si	0.0976	-0.0518	-0.2258
Si	-0.0852	0.0853	-0.2112
Si	0.0172	0.0441	-0.1288
Si	0.0404	0.0469	-0.2761
Si	0.0376	-0.3746	-0.2621
Si	0.0266	0.4097	-0.3433
Si	-0.0641	-0.0133	-0.2508
O	-0.0214	-0.0068	-0.1013
O	0.0048	-0.0237	-0.1017
O	0.0042	-0.0008	-0.0934
O	0.0113	-0.0015	-0.0974
O	0.1508	-0.0188	0.0403
O	0.0067	-0.0275	0.1476
O	-0.0855	-0.0059	0.0525
O	-0.0522	0.0237	0.1533
O	0.0369	-0.084	0.2312
O	-0.0524	0.2016	0.1869
O	-0.03	-0.1413	0.1256
O	-0.0928	0.1207	0.2559
O	0.0535	-0.0795	0.2411
O	-0.0287	0.1221	0.2332
O	-0.0622	0.1019	0.2562
O	0.0975	-0.0711	0.232
O	-0.0619	0.0622	-0.1886
O	0.0591	-0.0811	-0.1984
O	-0.0863	0.0438	-0.1933
O	0.0826	-0.0758	-0.1896
O	0.0405	-0.0559	-0.1578
O	-0.0749	0.0824	-0.2167
O	0.079	-0.0881	-0.2128
O	-0.0728	0.0811	-0.1798
Si	-0.009	0.0047	0.0107
Si	-0.0081	0.0216	-0.2391
Si	-0.0173	0.0005	-0.1828
Si	-0.0123	-0.008	-0.0253
Si	-0.0318	0.0115	0.1174
Si	-0.0209	-0.046	-0.3597
Si	-0.0039	-0.0127	0.3254
Si	-0.0041	0.0104	-0.2616
Si	0.0067	0.006	-0.2255
Si	0.0465	-0.0003	-0.4059
Si	0.021	-0.0321	0.2854
Si	-0.0023	0.0083	-0.1598
Si	-0.014	-0.0834	-0.4581
Si	0.0078	0.0238	0.1342
Si	0.0033	0.0042	0.1903
Si	0.0321	-0.0325	-0.445
Si	-0.0086	0.0094	-0.1671
Si	-0.0047	0.0117	-0.1171
Si	0.0044	0.0167	0.1472
Si	-0.0445	-0.0653	-0.4852
Si	-0.0097	0.0092	-0.0077
Si	0.0095	-0.0203	0.1218
Si	0.0122	-0.0089	-0.3469
Si	0.014	-0.03	0.1449
Si	0.0179	-0.0315	-0.4104
Si	0.0222	0.0387	-0.2907
Si	-0.008	-0.0011	-0.0139
Si	0.0097	0.0367	0.3091
Si	0.0275	-0.0045	0.0543
Si	-0.045	0.0133	-0.4482
Si	-0.0016	-0.0297	-0.2672
Si	0.0098	0.0092	-0.1276
Si	0.0455	-0.0556	-0.3886
Si	-0.0549	-0.0061	-0.3423
Si	-0.0035	-0.0273	-0.1632
Si	-0.0092	0.0257	0.1418
Si	-0.0144	0.0142	0.2969
Si	0.0206	0.0025	0.0058
O	0.0122	-0.0017	0.092
O	0.0072	-0.014	-0.0223
O	-0.0068	-0.0227	0.0402
O	-0.0158	0.0034	0.0255
O	0.044	-0.0244	0.1496
O	0.0085	0.0114	-0.0291
O	-0.0272	0.0194	0.0778
O	0.0021	-0.0019	-0.0048
O	0.023	-0.0003	-0.065
O	0.0002	0.0142	-0.0322
O	-0.1133	0.043	0.1991
O	-0.0463	-0.0316	0.1592
O	0.0228	-0.012	0.0394
O	0.0887	0.0125	0.201
O	-0.0464	-0.0445	-0.1217
O	0.0503	-0.0274	0.1125
O	-0.0004	0.0033	-0.0448
O	0.0022	-0.0043	-0.0092
O	-0.0082	0.0915	0.135
O	-0.0278	0.0342	0.1044
O	-0.0018	0.047	-0.1264
O	0.0099	-0.0084	-0.0301
O	-0.0163	0.0065	0.0369
O	-0.0027	-0.013	-0.0412
O	0.01	0.0071	-0.0336
O	-0.0091	-0.0086	0.0346
O	-0.0142	0.0034	-0.0339
O	0.0731	0.0511	0.2654
O	-0.0061	-0.012	-0.0409
O	0.0196	-0.0416	0.1514
O	-0.0212	-0.0517	-0.1557
O	0.0005	-0.0245	0.2824
O	0.0152	0.0521	-0.1576
O	-0.0038	-0.0939	0.1609
O	0.0251	0.0046	0.1196
O	-0.0276	-0.0121	0.0836
O	0.0307	-0.0325	0.1309
O	-0.0179	0.0702	0.1326
O	0.0034	-0.0084	0.0171
O	0.0011	-0.0539	-0.1135
O	0.0191	0.0783	0.1931
O	0.0497	0.022	0.1258
O	-0.0171	-0.035	-0.1601
O	0.097	0.0563	0.234
O	-0.0071	-0.0786	0.1298
O	0.02	-0.01	-0.0363
O	-0.1003	-0.0088	0.3393
O	0.0121	0.0353	0.0645
O	-0.0338	-0.004	0.142
O	-0.0037	0.0103	-0.0558
O	-0.024	-0.091	0.1481
O	0.0035	-0.0061	-0.0485
O	-0.0023	0.1041	0.1811
O	-0.0111	-0.0029	0.0027
O	-0.013	0.0114	0.0348
O	0.1002	-0.0071	0.2146
O	-0.0159	-0.0524	0.0928
O	-0.0467	-0.0514	0.1553
O	0.0498	-0.0177	-0.1526
O	-0.0068	0.0136	0.0236
O	0.0245	0.0023	0.0515
O	0.008	0.0561	-0.1073
O	-0.0451	-0.0005	-0.0853
O	0.0387	0.1225	0.2156
O	-0.0112	-0.0211	0.0491
O	-0.0931	0.0103	0.1903
O	-0.0181	-0.0076	-0.0238
O	0.0303	-0.0086	0.0495

The program warned: the cutoff lies below the one the program advises for these potential files; the exchange-correlation potential is rough where the density is thin.
